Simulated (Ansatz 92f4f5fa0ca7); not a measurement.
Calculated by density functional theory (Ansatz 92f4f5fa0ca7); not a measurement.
Periodic cell of 256 atoms, Si144O112, from a study of silicon, its oxide and their interface. The atomic structure is a simulated model.
Doubt: the cutoff is far below the 930 eV that the study's wrapper takes by default for these files, so forces and energies are approximate.

Settings: functional PBE; potential files Ansatz PAW; basis plane waves; wave-function cutoff 580 eV; density cutoff ratio 5; exchange-correlation grid ratio 1; k mesh 1 x 1 x 1, Gamma-centred; self-consistency stop 5e-08 eV per atom in the density residual; occupations fixed; spin none; net charge 0.

Cell vectors (angstrom)
a	10.938	0	0
b	0	10.938	0
c	-0.5492	4.6506	36.6045

Atoms: element, x, y, z (angstrom)
Si	1.1234	2.9755	29.1798
Si	3.9312	5.6852	29.0408
Si	0.4085	9.0375	29.0411
Si	3.3686	0.8089	29.1409
Si	-4.8498	3.3904	29.1216
Si	-2.2523	6.3491	29.0958
Si	6.427	8.5052	29.1646
Si	-1.6509	0.4707	29.147
Si	2.2323	4.6644	30.399
Si	4.9408	7.2998	30.4879
Si	2.1642	-0.8596	30.3542
Si	4.8892	1.941	30.5283
Si	-3.2716	4.6332	30.3988
Si	-0.6326	7.438	30.4344
Si	7.6219	10.1802	30.3809
Si	-0.4691	1.9037	30.5531
Si	0.8124	6.0388	31.7577
Si	3.5366	8.7228	31.7665
Si	0.8676	0.4992	31.8445
Si	3.5303	3.3197	31.8457
Si	6.3138	5.972	31.8423
Si	8.9831	8.7988	31.8178
Si	6.2795	11.4911	31.807
Si	-1.897	3.2949	31.8037
Si	-0.5492	4.6506	33.1863
Si	2.1853	7.3851	33.1863
Si	-0.5492	10.1196	33.1863
Si	2.1853	1.9161	33.1863
Si	4.9198	4.6506	33.1863
Si	7.6543	7.3851	33.1863
Si	4.9198	10.1196	33.1863
Si	7.6543	1.9161	33.1863
Si	1.3673	-1.3673	3.418
Si	4.1018	1.3673	3.418
Si	1.3673	4.1018	3.418
Si	4.1018	-4.1018	3.418
Si	6.8362	-1.3673	3.418
Si	-1.3673	1.3673	3.418
Si	6.8362	4.1018	3.418
Si	-1.3673	6.8362	3.418
Si	2.7201	0.0095	4.8477
Si	5.4916	2.6875	4.8101
Si	2.7765	5.4226	4.6881
Si	5.4389	-2.6899	4.7554
Si	-2.7395	0.0057	4.8017
Si	-0.0045	2.7305	4.7786
Si	8.2142	5.4836	4.8097
Si	-0.025	-2.7095	4.8091
Si	1.3285	1.3956	6.2111
Si	4.1071	4.0803	6.0825
Si	1.4108	-4.1671	5.9692
Si	4.1136	-1.3536	6.2201
Si	-4.1131	1.3259	6.2451
Si	-1.3483	4.0939	6.1755
Si	6.8091	-4.0365	6.0853
Si	-1.3809	-1.3074	6.2425
Si	-0.2295	0.2899	7.647
Si	2.4734	3.0531	7.4604
Si	0.306	-5.6472	7.4056
Si	3.0302	-3.1579	7.2936
Si	5.6094	-0.1977	7.7049
Si	-2.4747	2.4921	7.5267
Si	5.3169	5.6246	7.3568
Si	-3.1065	-2.4045	7.4652
Si	0.8181	3.2834	34.5535
Si	3.5526	6.0179	34.5535
Si	0.8181	8.7524	34.5535
Si	3.5526	11.4869	34.5535
Si	6.2871	3.2834	34.5535
Si	-1.9164	6.0179	34.5535
Si	6.2871	8.7524	34.5535
Si	-1.9164	0.5489	34.5535
Si	2.1853	4.6506	35.9208
Si	4.9198	7.3851	35.9208
Si	2.1853	10.1196	35.9208
Si	4.9198	1.9161	35.9208
Si	-3.2837	4.6506	35.9208
Si	-0.5492	7.3851	35.9208
Si	-3.2837	-0.8184	35.9208
Si	-0.5492	1.9161	35.9208
Si	1.3673	1.3673	0.6835
Si	4.1018	4.1018	0.6835
Si	1.3673	6.8362	0.6835
Si	4.1018	-1.3673	0.6835
Si	6.8362	1.3673	0.6835
Si	-1.3673	4.1018	0.6835
Si	6.8362	-4.1018	0.6835
Si	-1.3673	-1.3673	0.6835
Si	0	0	2.0507
Si	2.7345	2.7345	2.0507
Si	0	5.469	2.0507
Si	2.7345	-2.7345	2.0507
Si	5.469	0	2.0507
Si	8.2035	2.7345	2.0507
Si	5.469	5.469	2.0507
Si	8.2035	-2.7345	2.0507
Si	5.1712	-3.5867	11.5451
Si	-1.5655	-2.2791	16.1914
Si	1.1684	-0.7631	15.4706
Si	0.8078	3.8449	26.2757
Si	3.003	5.9226	26.0605
Si	2.5471	2.4911	12.2262
Si	3.2567	-4.9929	14.9883
Si	5.0152	5.0775	23.8177
Si	0.2065	0.6392	12.9084
Si	1.0409	2.0663	23.9082
Si	4.2769	1.7701	9.8115
Si	6.7599	-0.5419	15.6192
Si	6.616	-0.6596	25.1893
Si	5.7246	8.9024	20.5671
Si	-0.1758	8.1152	18.7532
Si	-1.935	2.0496	17.6409
Si	8.0917	-4.3815	14.5445
Si	2.8606	0.9863	17.3654
Si	0.3176	9.9483	23.761
Si	2.0264	1.5719	20.1953
Si	0.4244	-1.1472	10.433
Si	5.4951	0.0358	18.3241
Si	-2.1595	8.2647	24.5148
Si	5.3928	-2.7985	14.3311
Si	3.7541	2.5456	22.5549
Si	-1.4732	5.8359	26.0988
Si	2.9712	3.0478	15.31
Si	7.8685	-5.0207	11.5832
Si	-1.1948	-3.7775	9.551
Si	-2.45	4.0827	15.8936
Si	6.6308	3.8898	9.6996
Si	-3.2592	1.7852	26.864
Si	2.6768	-2.8998	10.2478
Si	2.9015	-5.3585	11.9825
Si	0.1441	3.4445	21.3639
Si	1.2667	9.5244	20.8104
Si	3.3489	7.5346	19.444
Si	0.3217	3.7576	16.9337
Si	6.0264	0.3367	22.3118
Si	7.1455	1.7189	20.0038
Si	-2.3247	1.4293	14.7371
Si	1.6792	8.5202	26.2671
Si	1.1615	5.522	19.4447
Si	7.5841	3.8953	24.6646
Si	7.1797	6.8406	22.2245
Si	-2.8588	4.0947	21.5195
Si	2.3524	-3.0104	16.8047
Si	4.4545	9.8638	27.0155
O	-0.4346	-2.4899	10.1546
O	1.2034	-0.1013	13.9788
O	1.3851	4.1867	8.0626
O	0.4555	-0.2543	9.0636
O	6.7518	-1.326	8.1841
O	-0.2194	4.9238	25.6318
O	7.0488	3.2409	20.5885
O	7.8563	3.1922	8.8892
O	5.04	10.0116	25.4947
O	1.9363	7.0616	25.5897
O	6.0415	9.67	19.1569
O	2.0241	-0.0031	20.5636
O	-0.3838	2.5369	17.775
O	7.555	7.4468	28.5366
O	2.1599	-4.2996	10.9749
O	-0.2269	-4.7109	8.6427
O	-2.484	-3.2822	8.7017
O	4.896	0.412	9.1031
O	4.4857	-3.929	15.0553
O	-0.6345	-0.6963	28.5524
O	5.0267	4.5342	28.553
O	5.548	9.0093	27.8674
O	4.8788	-2.5853	12.8037
O	5.5075	2.7917	10.0721
O	-2.5123	1.4108	19.02
O	-1.5815	5.7592	27.7118
O	-1.1455	1.1177	13.6673
O	2.2235	1.8798	28.5709
O	0.9239	9.3132	22.39
O	0.5383	2.0784	20.5926
O	3.9107	-0.1088	17.9655
O	3.4839	6.3205	27.5702
O	3.6504	1.9522	16.3035
O	3.1764	2.4015	8.7922
O	-1.2254	9.4616	23.9335
O	-2.9042	3.7185	23.1075
O	7.2192	4.511	11.0905
O	3.0427	9.121	26.887
O	-1.5762	-3.5702	15.1683
O	5.1698	10.0388	21.6372
O	2.3135	4.4493	26.1124
O	7.9438	-1.557	16.0341
O	3.5955	7.9914	17.8754
O	1.9259	-1.6148	10.9338
O	3.8004	4.4559	15.3626
O	3.5174	1.5743	11.2644
O	7.2997	0.4877	14.455
O	2.6557	2.0033	23.6428
O	2.4993	-5.0357	13.5357
O	-2.5512	-5.1235	13.1248
O	-2.656	3.0279	14.6478
O	4.3195	-2.8643	10.3498
O	-2.8033	5.2526	25.364
O	-2.8281	2.6306	25.5358
O	-1.4757	8.2405	17.7813
O	-0.08	9.3081	19.8821
O	0.747	2.4407	25.4593
O	5.9732	5.0691	8.7757
O	0.4163	3.6123	27.8303
O	-1.8984	1.0934	16.2989
O	1.5712	0.3173	16.6253
O	5.9637	4.0442	24.6638
O	5.4474	-1.3696	15.0927
O	-2.6518	7.2836	23.3237
O	6.8966	-3.3583	14.2423
O	5.7445	1.3801	19.2303
O	8.033	3.3423	17.2836
O	2.3246	-1.9281	15.5694
O	7.5008	8.9142	25.2856
O	2.3366	8.4152	20.3508
O	-0.2405	-0.3445	11.6869
O	4.1869	0.3476	27.7701
O	4.1206	-4.2793	7.8635
O	2.3252	1.8587	18.6284
O	6.6038	2.6417	27.7391
O	6.3167	0.2623	16.951
O	-0.8617	4.4871	16.0548
O	1.0502	4.6747	20.8273
O	1.4329	3.289	15.8237
O	0.729	8.3291	27.5737
O	6.9751	8.1671	21.3022
O	4.1563	5.9019	24.9191
O	1.0672	8.2542	17.72
O	-1.386	3.7442	20.9902
O	0.3757	3.227	22.9638
O	-1.3681	1.4006	8.1406
O	2.7055	6.048	19.4149
O	0.3485	0.6283	23.615
O	2.2409	-2.7584	8.6923
O	5.0796	1.6115	22.6581
O	-0.0151	6.6689	19.4938
O	-1.294	7.3698	25.5676
O	5.8499	6.2056	22.964
O	6.7634	-3.8152	11.3211
O	7.255	0.7297	21.3042
O	4.1149	4.1213	22.8373
O	-0.3369	-1.3282	15.7091
O	-1.7173	-4.7064	10.7646
O	7.6153	5.4155	15.6131
O	7.0968	0.3752	26.3343
O	6.7667	-0.0981	23.6817
O	4.5183	-5.0808	11.8301
O	0.9808	4.6905	18.0693
O	2.5261	4.0324	11.6428
O	2.203	-4.4842	16.1164
O	1.0207	1.8977	12.2412
O	-2.006	1.4152	27.8292
O	3.0602	2.4966	13.7762
O	1.1457	9.5101	25.0895
O	3.1367	2.3963	21.0603
O	-3.1453	5.6711	21.2827
O	4.7527	7.6371	20.2425

Results
free energy: -155246.854 eV
free energy less fixed offsets of O -568.88, Si -635.61 eV per atom: -4.454 eV

Forces (eV/angstrom), in the order of the atoms: element, x, y, z
Si	-0.059	0.1063	-0.297
Si	-0.0124	0.1084	-0.4258
Si	0.0576	0.0244	-0.4489
Si	-0.0815	0.0509	-0.3397
Si	-0.0614	0.144	-0.2768
Si	0.0054	-0.0286	-0.3374
Si	0.0804	0.0262	-0.3298
Si	0.0931	-0.0543	-0.2193
Si	0.0255	-0.0222	-0.2106
Si	-0.079	-0.0805	-0.1045
Si	-0.061	0.0271	-0.2331
Si	-0.0333	-0.0289	-0.1451
Si	-0.0427	0.0232	-0.1339
Si	0.0484	-0.0298	-0.0882
Si	0.119	-0.1026	-0.1906
Si	0.0142	0.0202	-0.1421
Si	-0.0667	0.0049	0.0037
Si	0.0689	0.0859	0.0871
Si	0.0782	-0.0828	0.0745
Si	0.0361	0.0217	0.1582
Si	0.0641	-0.076	0.0519
Si	-0.1114	0.1061	0.046
Si	-0.018	0.0051	0.1387
Si	-0.0614	-0.0121	0.0598
Si	0.1404	0.1864	-0.2318
Si	-0.123	-0.0173	-0.2677
Si	-0.0074	-0.0496	0.1391
Si	0.0771	-0.0402	0.1794
Si	0.0308	-0.044	0.3276
Si	-0.0107	0.0591	0.0315
Si	-0.1348	-0.1709	-0.313
Si	0.0528	0.0646	-0.1838
Si	-0.0396	0.1259	0.3095
Si	-0.0574	-0.1744	0.2528
Si	-0.0908	-0.3634	-0.4242
Si	0.1147	0.2153	-0.4744
Si	0.1019	0.1105	-0.1234
Si	-0.126	0.0355	-0.0283
Si	0.0501	-0.0466	0.3027
Si	0.0004	0.1086	0.1138
Si	0.0043	0.0099	-0.046
Si	0.0673	0.0018	-0.0807
Si	0.075	0.0168	-0.1269
Si	-0.0866	-0.0323	-0.0687
Si	0.0024	0.0081	0.0255
Si	-0.0301	0.0574	-0.0374
Si	-0.0159	-0.0612	-0.0452
Si	-0.0662	0.0428	-0.0296
Si	-0.0063	0.033	0.1517
Si	-0.0766	-0.0785	0.1738
Si	-0.0494	-0.0023	0.131
Si	0.0387	-0.0396	0.1524
Si	-0.012	-0.0157	0.2369
Si	0.022	-0.0082	0.1914
Si	0.0682	0.09	0.0964
Si	0.012	0.0179	0.1601
Si	0.0301	-0.0794	0.252
Si	-0.1062	0.1351	0.3076
Si	0.0962	-0.0672	0.2532
Si	-0.0917	-0.0486	0.4393
Si	0.0341	-0.0413	0.1385
Si	0.0881	0.0138	0.2255
Si	-0.1252	0.1646	0.5588
Si	-0.0385	-0.0471	0.2186
Si	0.0095	-0.06	-0.0223
Si	0.054	-0.012	-0.0177
Si	-0.089	-0.0315	-0.0151
Si	0.0109	0.0738	-0.0105
Si	-0.0646	0.0036	0.0057
Si	0.0552	0.099	-0.0173
Si	-0.0414	-0.0871	-0.0178
Si	0.0687	0.0266	-0.0243
Si	-0.0134	-0.003	-0.0331
Si	-0.0238	0.0466	-0.0116
Si	0.0079	0.0078	-0.0277
Si	0.0356	-0.0672	0.0016
Si	-0.002	-0.0246	-0.0233
Si	0.0426	-0.0146	0.0067
Si	0.0015	0.0307	-0.0388
Si	-0.0451	0.014	-0.0176
Si	0.027	-0.0141	0.0159
Si	0.0111	-0.0217	0.0358
Si	-0.0194	0.0361	0.0054
Si	-0.0038	0.0088	0.0136
Si	-0.0409	0.0352	0.0117
Si	-0.0225	0.0061	0.0141
Si	0.0199	-0.0251	0.0137
Si	0.0292	-0.0186	0.0326
Si	-0.0024	0.0114	0.0246
Si	-0.0957	0.0028	-0.0109
Si	0.046	0.0128	0.0223
Si	0.0173	-0.0885	0.012
Si	0.0165	-0.0282	0.0084
Si	0.041	-0.0008	0.0145
Si	0.0255	0.0944	0.0039
Si	-0.0381	-0.0168	0.0093
Si	-0.1629	-0.1268	0.0759
Si	-0.0023	-0.1356	-0.1875
Si	0.0757	0.0034	-0.2364
Si	0.1843	0.0744	-0.2674
Si	-0.1076	-0.2157	-0.2837
Si	-0.175	0.1965	0.089
Si	0.0155	-0.0705	-0.3425
Si	0.0634	-0.0013	0.0892
Si	0.162	0.1064	-0.1485
Si	0.0453	-0.1179	-0.0302
Si	-0.1355	0.04	0.1027
Si	-0.0478	-0.0771	-0.1763
Si	0.1477	-0.1732	-0.3371
Si	0.0762	0.0204	0.2877
Si	0.1437	-0.0157	0.0637
Si	-0.0612	0.0372	-0.0102
Si	-0.0743	-0.0747	-0.1986
Si	-0.005	0.1217	-0.0831
Si	-0.1662	0.0731	0.0511
Si	0.0065	0.0188	0.2376
Si	0.116	-0.0846	0.2946
Si	0.0311	0.0018	0.1213
Si	0.0368	0.0541	-0.0877
Si	-0.0633	-0.081	-0.2672
Si	-0.0115	0.0476	0.1927
Si	-0.0653	0.1075	-0.4084
Si	0.0389	0.0854	-0.246
Si	-0.0787	0.2087	0.1161
Si	0.0439	-0.1649	0.0949
Si	-0.1064	0.1504	-0.0937
Si	0.0699	0.1637	0.0954
Si	-0.0612	0.0427	-0.1651
Si	0.163	-0.1736	0.4527
Si	0.0483	0.0031	0.0521
Si	-0.019	-0.0564	0.2909
Si	-0.032	0.023	0.3233
Si	-0.0366	0.0518	0.0649
Si	0.0079	0.0098	-0.1554
Si	0.0117	-0.02	0.1889
Si	-0.0189	0.012	0.2513
Si	0.1142	0.0606	-0.1218
Si	-0.0256	0.0098	-0.4279
Si	-0.0082	-0.0596	0.1166
Si	-0.1789	0.1722	-0.1483
Si	-0.0058	-0.0532	0.2314
Si	-0.0571	0.1203	0.2035
Si	0.0102	-0.056	-0.1069
Si	0.1094	-0.0107	-0.1929
O	-0.1015	-0.0698	-0.048
O	-0.0549	-0.0616	0.1569
O	0.0624	-0.1088	-0.6216
O	-0.1055	0.1868	-0.4129
O	0.1219	-0.0865	-0.5057
O	-0.0194	-0.0288	0.0627
O	0.0071	-0.0689	-0.1549
O	0.0279	-0.0438	-0.1776
O	-0.1672	-0.02	0.2622
O	-0.0097	0.1108	0.1152
O	0.0021	0.0083	-0.1419
O	0.0294	0.0137	-0.0995
O	-0.0174	-0.0487	0.0506
O	0.0269	-0.0148	0.5479
O	-0.0237	0.1433	-0.1901
O	-0.0514	-0.0482	-0.0664
O	-0.0655	0.077	-0.0798
O	0.1163	-0.1187	-0.344
O	-0.0251	0.036	0.1167
O	0.0441	-0.0487	0.4941
O	-0.0504	0.0107	0.4661
O	0.0583	0.0387	0.1712
O	0.0428	0.0261	0.1206
O	0.0051	-0.0371	0.0278
O	0.0728	-0.0143	-0.0806
O	-0.1121	0.0278	0.3737
O	-0.1112	-0.0061	0.0984
O	0.0371	-0.0098	0.5215
O	0.104	-0.0407	-0.197
O	-0.0039	-0.0626	-0.1862
O	0.032	-0.0191	-0.0029
O	0.1374	-0.0191	0.4853
O	0.01	-0.0785	0.1121
O	-0.0089	-0.0061	-0.0861
O	0.0078	-0.0009	-0.0187
O	0.0218	-0.0482	0.0674
O	-0.0891	-0.2117	-0.2314
O	0.0673	-0.0008	0.1163
O	0.0516	0.104	0.1391
O	-0.0374	-0.1009	-0.1493
O	0.0392	-0.0706	0.0584
O	0.0428	0.0137	0.1035
O	-0.03	0.0305	-0.0128
O	-0.073	0.097	-0.147
O	-0.0171	-0.0287	0.1002
O	0.1496	-0.0823	-0.2857
O	-0.0404	0.005	0.107
O	-0.0238	0.0188	-0.0004
O	0.021	0.0497	0.1882
O	-0.0194	0.0367	0.0287
O	-0.034	-0.0586	0.0465
O	-0.0013	0.077	-0.0601
O	0.0211	0.0085	0.1063
O	0.0564	-0.1511	0.2153
O	-0.0518	0.0089	0.0421
O	-0.098	-0.044	-0.1604
O	-0.029	0.0638	0.1403
O	-0.0059	-0.0125	-0.2834
O	-0.0007	-0.1348	0.3442
O	-0.0021	-0.05	0.1498
O	0.003	0.0037	0.1263
O	0.1073	-0.0621	0.0052
O	0.071	0.1294	0.1109
O	-0.01	-0.0288	-0.072
O	0.0663	0.035	0.088
O	-0.0114	0.0012	-0.1161
O	0.0757	-0.0466	0.0146
O	0.0062	-0.0356	0.1388
O	-0.1298	0.0965	0.1099
O	0.0353	-0.0623	-0.0693
O	-0.0066	-0.0034	-0.1003
O	-0.0645	0.0191	0.289
O	0.0355	0.1157	-0.5155
O	-0.0015	-0.0138	-0.0727
O	0.0182	0.0292	0.2237
O	0.0269	0.0428	0.0049
O	0.0561	-0.0153	0.0521
O	0.0336	0.1034	-0.1444
O	-0.1671	-0.019	0.1276
O	-0.1138	0.0805	0.4736
O	-0.0417	0.054	-0.1184
O	-0.0589	0.0559	0.1047
O	-0.0082	0.0312	-0.0197
O	0.0718	-0.0081	-0.1625
O	-0.0018	0.0442	-0.064
O	-0.0756	0.0332	-0.4765
O	0.0084	-0.0108	0.0137
O	0.0165	0.0412	-0.0073
O	0.0308	-0.0183	-0.3345
O	0.0135	-0.0518	-0.0602
O	-0.0418	0.0409	-0.0214
O	0.048	-0.0919	0.1732
O	-0.008	0.0444	-0.0518
O	0.0946	-0.0668	-0.0506
O	0.0131	0.0531	-0.163
O	-0.0314	-0.028	-0.0701
O	-0.0653	-0.0118	0.0978
O	0.1078	0.0829	-0.2264
O	0.0782	-0.045	0.0691
O	-0.0346	0.0492	0.1361
O	0.004	0.0042	0.0848
O	0.033	0.0169	-0.0377
O	0.0001	-0.0023	-0.0101
O	0.0149	-0.0679	-0.0362
O	-0.0693	0.0909	0.1463
O	0.0438	-0.0474	0.015
O	0.0219	-0.0796	0.2515
O	0.041	-0.0325	0.0783
O	0.0863	-0.0818	0.2211
O	-0.036	-0.0187	-0.2193
O	0.0223	-0.0439	-0.1176
O	-0.0904	0.0133	-0.0952

The program warned: the cutoff lies below the one the program advises for these potential files; the forces do not sum to zero within the program's tolerance; the exchange-correlation potential is rough where the density is thin.
